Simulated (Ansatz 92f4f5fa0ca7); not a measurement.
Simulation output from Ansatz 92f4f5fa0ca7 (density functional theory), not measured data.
Periodic cell of 262 atoms, Si166O96, from a study of silicon, its oxide and their interface. The atomic structure is a simulated model.
Doubt: the cutoff is far below the 930 eV that the study's wrapper takes by default for these files, so forces and energies are approximate.

Settings
functional: PBE
potential files: Ansatz PAW
basis: plane waves
wave-function cutoff: 580 eV
density cutoff ratio: 5
exchange-correlation grid ratio: 1
k mesh: 1 x 1 x 1, Gamma-centred
self-consistency stop: 5e-08 eV per atom in the density residual
occupations: fixed
spin: none
net charge: 0

Cell vectors (angstrom)
a 10.938 0 0
b 0 10.938 0
c 0 0 38.0294

Atoms: element, x, y, z (angstrom)
Si 0 0 0.683
Si 5.469 0 0.683
Si 2.7345 2.7345 0.683
Si 8.2035 2.7345 0.683
Si 0 5.469 0.683
Si 5.469 5.469 0.683
Si 2.7345 8.2035 0.683
Si 8.2035 8.2035 0.683
Si 1.3673 1.3673 2.0503
Si 6.8362 1.3673 2.0503
Si 4.1018 4.1018 2.0503
Si 9.5708 4.1018 2.0503
Si 1.3673 6.8362 2.0503
Si 6.8362 6.8362 2.0503
Si 4.1018 9.5708 2.0503
Si 9.5708 9.5708 2.0503
Si 2.7345 0 35.9779
Si 8.2035 0 35.9779
Si 0 2.7345 35.9779
Si 5.469 2.7345 35.9779
Si 2.7345 5.469 35.9779
Si 8.2035 5.469 35.9779
Si 0 8.2035 35.9779
Si 5.469 8.2035 35.9779
Si 4.1018 1.3673 37.3452
Si 9.5708 1.3673 37.3452
Si 1.3673 4.1018 37.3452
Si 6.8362 4.1018 37.3452
Si 4.1018 6.8362 37.3452
Si 9.5708 6.8362 37.3452
Si 1.3673 9.5708 37.3452
Si 6.8362 9.5708 37.3452
Si 0.4848 -0.8852 27.8513
Si 5.2701 -0.4955 27.3493
Si 2.1262 2.5199 26.4259
Si 6.2364 1.6385 27.2357
Si -0.3638 4.386 27.0065
Si 4.7899 3.5902 27.2164
Si 2.0946 8.2583 27.5644
Si 7.5993 8.3641 27.1674
Si 1.3601 1.0375 29.0127
Si 7.5109 1.9388 29.1833
Si 4.7737 4.6364 29.3221
Si 9.3118 3.6224 29.0007
Si 1.221 6.5878 28.9239
Si 6.5336 6.3866 29.216
Si 4.2861 9.5163 29.2656
Si 9.6899 9.5659 29.3176
Si 2.834 -0.0387 30.5147
Si 8.3704 0.1215 30.5369
Si 0.0631 2.5894 30.3699
Si 5.7154 2.8306 30.5396
Si 2.8063 5.4911 30.3695
Si 8.2813 5.3319 30.4182
Si 0.0156 7.984 30.4824
Si 5.6345 8.1404 30.5761
Si 4.2242 1.3913 31.816
Si 9.7066 1.3937 31.9602
Si 1.4598 4.036 31.7299
Si 6.9812 4.1233 31.9851
Si 4.1106 6.8574 31.8838
Si 9.5832 6.7149 31.8757
Si 1.4154 9.4786 31.8401
Si 6.9551 9.613 31.8549
Si 0.0806 -0.0605 33.2519
Si 5.5312 -0.0014 33.2198
Si 2.798 2.7231 33.1811
Si 8.2995 2.727 33.3255
Si 0.0792 5.3865 33.1892
Si 5.4957 5.4769 33.2498
Si 2.7621 8.1921 33.2807
Si 8.2607 8.1758 33.2225
Si 1.4084 1.375 34.5925
Si 6.8597 1.3735 34.6199
Si 4.1111 4.1051 34.6022
Si 9.6271 4.1254 34.6375
Si 1.3678 6.8156 34.6039
Si 6.8506 6.8563 34.6109
Si 4.1292 9.5915 34.6072
Si 9.5904 9.5638 34.6121
Si 2.7102 -0.008 3.4269
Si 8.185 0.0118 3.4068
Si -0.0235 2.734 3.4227
Si 5.4459 2.729 3.4269
Si 2.7147 5.4646 3.4244
Si 8.1799 5.4634 3.4346
Si -0.0136 8.1961 3.4147
Si 5.4461 8.1952 3.4221
Si 4.0306 1.4014 4.7972
Si 9.4816 1.4242 4.7875
Si 1.322 4.1156 4.7941
Si 6.7808 4.1136 4.8135
Si 4.0424 6.8592 4.8035
Si 9.5232 6.8728 4.7908
Si 1.3224 9.5715 4.7984
Si 6.7869 9.6124 4.7585
Si -0.0967 0.0277 6.095
Si 5.3886 0.0118 6.1322
Si 2.6483 2.7517 6.2056
Si 8.1044 2.7579 6.2265
Si -0.0703 5.4807 6.1552
Si 5.3921 5.482 6.1687
Si 2.6697 8.2118 6.2117
Si 8.169 8.3006 6.136
Si 1.2013 1.3501 7.5157
Si 6.6774 1.3514 7.5769
Si 3.987 4.1482 7.5962
Si 9.5022 4.1654 7.5849
Si 1.2492 6.8384 7.5781
Si 6.7786 6.9347 7.4354
Si 4.0233 9.6462 7.5649
Si 9.5001 9.7031 7.5592
Si 2.5438 0.0289 8.9238
Si 8.0297 0.0452 9.0007
Si -0.1491 2.7027 8.9241
Si 5.2276 2.6582 8.938
Si 2.5628 5.4593 9.0139
Si 8.2384 5.7681 8.8342
Si -0.0358 8.3417 8.9088
Si 5.4043 8.2105 8.8546
Si 3.5316 1.6532 10.2905
Si 9.1196 1.7014 10.3036
Si 1.2942 3.8502 10.359
Si 6.6401 3.7103 10.4336
Si 3.8528 7.0468 10.2173
Si 9.3012 7.3276 10.2615
Si 1.6155 9.2884 10.3544
Si 6.8745 9.3404 10.317
O 10.6059 -0.767 26.3782
O 2.4747 7.8425 25.9907
O 9.6961 1.2182 11.7828
O 1.0056 9.8088 11.8046
O 2.4745 2.7957 10.9576
O 8.1441 8.3858 10.852
O 6.3506 20.2737 26.7534
O 0.6485 3.2393 26.3217
O 4.0677 0.7612 11.5637
O 10.9322 0.225 13.8358
O 8.0094 13.7966 10.7482
O 5.9667 9.7958 11.6354
O 10.1652 6.7223 11.5254
O 0.2497 4.3351 11.5683
O 7.0737 16.1197 9.8716
O 4.6014 6.4536 11.5712
O 3.9968 -0.4599 26.2743
O 7.0459 6.9069 27.6817
O 2.3863 1.3712 25.2594
O 22.3641 5.4853 27.8693
O 8.6212 8.3367 25.8888
O 9.7641 5.1435 25.7749
O 3.3767 3.5811 26.3249
O 4.7496 5.2252 24.1431
Si -0.421 -7.8122 15.4993
Si 7.1381 9.3965 21.6625
Si 5.5683 5.551 12.5016
Si 5.7137 4.517 15.1333
Si 18.0961 -1.4962 18.6032
Si 5.1463 10.9241 12.4971
Si 8.4257 3.2511 17.6601
Si 7.9913 6.1266 14.1339
Si 12.4006 4.0364 19.0649
Si 10.1915 9.4358 17.9809
Si -0.9576 -1.8678 25.333
Si 1.088 5.7688 15.1517
Si 14.6033 0.3852 24.9117
Si 9.9152 3.0419 22.4271
Si 19.9375 5.285 24.3247
Si 13.3326 0.24 20.5611
Si 12.9039 -7.8624 21.8423
Si 4.3054 -1.0632 22.3503
Si 6.2828 1.1742 17.2972
Si 8.865 0.2302 23.2417
Si 9.4926 4.7301 19.9207
Si 3.2496 5.0398 23.5586
Si 6.5001 1.6889 24.8992
Si 13.6659 7.3969 21.9581
Si 10.8008 12.5127 17.8846
Si 3.4841 5.5035 16.9689
Si 12.5349 7.2965 24.7263
Si 4.7045 8.3062 17.293
Si 9.8525 1.3492 13.3884
Si 6.8515 1.5636 14.412
Si 9.2009 7.1742 21.8761
Si 10.0435 8.0322 15.2201
Si 6.1204 4.6929 24.8314
Si 10.6133 5.5286 12.5378
Si 11.6542 -1.1629 13.4051
Si 3.5727 0.0607 17.794
Si 3.4471 9.8521 15.0189
Si 11.5997 -2.3913 20.3965
O 9.3235 2.0809 18.3467
O 3.4093 10.297 23.6635
O 12.7456 7.4077 20.6208
O 11.2199 -2.4665 18.8102
O 11.9021 2.5532 18.582
O 10.3458 -2.6995 21.3968
O 7.4144 5.6367 24.5452
O 8.4524 4.532 18.6655
O 13.2398 12.8621 27.9372
O 2.5975 6.0213 15.6891
O 0.0869 -3.1146 25.0915
O 2.5015 4.7288 18.0132
O 4.2688 8.6153 15.735
O 6.9148 2.6681 17.495
O 1.9087 1.5013 21.4614
O 12.8203 -3.0046 23.256
O 3.0664 -0.014 16.2248
O 10.0707 9.1739 16.3773
O 9.6596 -0.9894 23.9879
O 9.0975 3.6004 16.1959
O 8.2443 -0.3579 21.8536
O 20.285 3.4486 20.9463
O 17.2529 8.452 17.5934
O 6.2187 1.0778 13.0107
O 5.8946 4.0911 11.836
O 18.0157 0.0644 18.1601
O 4.0107 8.3587 21.8382
O 0.9462 5.8811 13.5245
O 14.1811 5.8915 22.1703
O 6.2876 3.0606 14.7018
O 4.1674 -4.1203 17.6747
O 9.5866 6.4118 23.2774
O 9.0259 6.077 20.6887
O 11.4659 3.5101 22.457
O 8.5427 7.4841 14.8682
O 5.9037 9.8483 22.6376
O 6.9581 6.3674 12.8751
O 11.0244 4.9004 19.3398
O 10.792 10.9319 18.2279
O 13.9414 3.4942 23.0519
O 15.6813 1.1988 17.8093
O 6.6102 -1.6437 20.1291
O 6.374 0.7093 15.7268
O -0.3338 -2.3416 13.804
O 7.7097 0.8054 24.2537
O 11.6258 4.2856 15.6836
O 15.9439 1.1848 24.4386
O 9.8266 1.4535 22.7675
O 6.5384 3.2065 24.2905
O 0.0637 1.7728 16.2764
O 13.2281 3.875 20.4603
O 4.4111 10.3498 13.8178
O 7.7932 -2.9705 22.1057
O 8.4462 1.2696 14.2308
O 4.7135 4.5359 16.4316
O 1.293 -0.9394 20.8113
O 12.9902 -5.243 24.5329
O 10.4484 2.7867 13.9068
O 14.9608 9.4768 18.2157
O 9.2917 5.2858 13.5339
O 7.0852 5.4117 15.3095
O 10.9901 6.8407 15.8113
O 2.5294 0.5037 18.9534
O 8.7386 9.0886 18.6179
O 3.8998 -0.0935 21.1058
O 2.0411 -1.4749 14.3071
O 9.1341 -7.1059 23.6017
O 4.8305 5.167 13.9133
O -2.5365 -1.9732 28.4455
O 2.7925 -13.6778 10.8066
O 3.5367 -2.5947 28.3375
O 5.8213 4.6295 26.4272

Results
free energy: -160123.932 eV
free energy less fixed offsets of O -568.88, Si -635.61 eV per atom: -0.192 eV

Forces (eV/angstrom), in the order of the atoms: element, x, y, z
Si -0.0246 0.0286 -0.0105
Si 0.0098 0.0626 -0.0004
Si 0.0078 0.0706 0.0196
Si -0.0354 0.0568 0.004
Si -0.0384 0.0335 -0.0135
Si 0.0002 0.0528 -0.0059
Si 0.0051 0.0349 0.0121
Si -0.0087 0.0339 0.0219
Si -0.1305 -0.0249 0.0669
Si -0.1739 0.0733 -0.0636
Si -0.0509 0.0323 0.0572
Si -0.0866 0.101 0.0541
Si -0.0729 -0.0222 -0.0177
Si -0.0963 -0.0273 0.0658
Si -0.0806 0.0376 0.0518
Si -0.0454 0.054 0.033
Si 0.1675 0.0969 0.0026
Si 0.0622 -0.1117 0.0206
Si 0.2746 -0.1167 0.0584
Si -0.0045 -0.0135 -0.0329
Si 0.0344 -0.0645 -0.015
Si 0.122 0.1348 -0.032
Si 0.0388 -0.1521 0.0048
Si 0.0935 0.0724 0.0235
Si 0.0017 -0.0663 0.0331
Si 0.0382 -0.0686 -0.0107
Si 0.0439 -0.0962 0.0303
Si 0.0046 -0.0383 -0.0331
Si -0.0027 -0.0144 -0.0136
Si -0.016 0.0052 0.0338
Si 0.0252 -0.0641 -0.0223
Si -0.0116 -0.036 0.0276
Si -0.0629 0.5409 -0.2579
Si 0.091 0.365 -0.1527
Si 0.1269 0.0532 -0.1446
Si -0.2327 -0.0275 -0.0593
Si -0.3757 -0.1282 -0.0525
Si 0.2852 0.2662 0.1683
Si 0.0687 -0.4191 -0.529
Si -0.0493 0.1487 0.0248
Si 0.2197 0.083 -0.1251
Si 0.0453 0.0446 -0.0157
Si -0.1598 -0.102 -0.0873
Si -0.1049 -0.1329 0.2107
Si 0.0972 -0.4066 -0.2587
Si 0.0625 0.0753 -0.255
Si 0.3322 0.085 0.0477
Si -0.3252 -0.4029 0.0053
Si -0.1048 -0.2378 0.0976
Si -0.1019 0.1762 0.1072
Si -0.0641 0.1174 -0.0086
Si -0.0707 -0.041 0.1231
Si 0.1681 0.0456 0.0917
Si 0.1399 -0.0424 -0.0036
Si -0.1128 0.0476 0.4318
Si -0.0821 0.0144 0.0824
Si 0.0843 0.0683 -0.1493
Si -0.0388 -0.0311 -0.0459
Si -0.0773 0.0107 -0.2214
Si -0.1003 -0.0658 0.0596
Si -0.0072 -0.0501 -0.0748
Si 0.0675 -0.0099 -0.1719
Si -0.0053 0.0049 -0.1289
Si 0.157 -0.0561 -0.0944
Si -0.0424 -0.0074 -0.0991
Si -0.0228 -0.0078 -0.0406
Si 0.0189 -0.0357 0.0329
Si 0.0256 0.068 -0.0849
Si -0.0623 0.0117 -0.0194
Si 0.014 -0.0007 -0.0541
Si 0.0304 -0.0173 -0.108
Si 0.0199 0.0684 0.0259
Si 0.0111 -0.0493 -0.0556
Si 0.0085 -0.0211 -0.0124
Si 0.0428 0.024 -0.0529
Si 0.0226 -0.0502 0.0147
Si -0.0117 0.0279 -0.0573
Si -0.0927 0.0464 -0.047
Si -0.0364 0.029 -0.0204
Si 0.0334 -0.0404 -0.0351
Si 0.0061 0.0012 0.019
Si -0.0275 0.0348 0.0078
Si -0.0093 0.0009 -0.0049
Si 0.0406 0.0091 0.0172
Si 0.0138 0.022 0.0192
Si -0.0048 0.0155 0.0142
Si 0.0135 -0.0215 0.0296
Si 0.013 -0.032 0.0034
Si 0.0171 0.0044 0.06
Si 0.0407 -0.0374 0.0476
Si -0.0413 0.0054 0.0631
Si -0.0694 -0.0054 -0.0215
Si 0.0319 -0.0019 0.0634
Si 0.0146 -0.0132 0.0479
Si -0.0179 -0.02 0.0247
Si 0.0392 0.0204 0.0385
Si -0.0511 0.0588 0.0322
Si -0.0364 0.0103 0.0466
Si 0.0045 -0.05 0.054
Si -0.0068 0.021 0.1722
Si 0.0011 0.0727 0.0322
Si 0.027 0.0023 0.0811
Si -0.0565 0.0198 0.1087
Si 0.0459 0.0428 0.0249
Si -0.0126 0.0344 -0.0683
Si -0.0054 0.0905 -0.1324
Si 0.0191 0.1272 -0.0467
Si -0.0513 -0.0096 -0.097
Si 0.0252 0.0315 -0.0379
Si 0.0191 -0.0224 -0.2911
Si 0.0312 0.0102 -0.0409
Si -0.0428 -0.0049 0.0571
Si 0.0531 -0.1225 0.1781
Si 0.0976 -0.1363 0.1746
Si -0.0685 -0.0415 -0.0498
Si -0.1157 -0.0537 0.0718
Si -0.0936 -0.0557 0.2477
Si -0.1305 0.1036 0.1362
Si 0.0549 0.0489 0.0849
Si -0.0788 -0.0491 0.1376
Si -0.1145 -0.0072 0.1654
Si -0.0304 0.0583 0.4022
Si 0.2357 -0.0531 0.0674
Si 0.2105 0.0689 0.1324
Si 0.0633 0.0324 0.342
Si 0.1083 0.093 -0.1412
Si -0.0958 0.0966 0.1501
Si 0.0949 -0.0427 0.1113
O 0.2355 -0.0123 0.1332
O -0.041 0.246 0.482
O -0.0582 -0.0075 -0.4804
O 0.0824 -0.0323 -0.309
O -0.0058 -0.0767 -0.5919
O -0.0228 -0.1228 -0.2774
O 0.1299 -0.1253 0.1055
O -0.0303 0.1769 0.0866
O 0.0154 0.0198 -0.0039
O 0.0417 0.0072 -0.0796
O -0.0422 -0.0981 -0.2894
O 0.072 0.0371 -0.1165
O -0.0478 0.0733 0.057
O 0.205 -0.1153 -0.2019
O -0.0026 -0.2357 -0.1136
O -0.0976 0.0435 -0.1936
O -0.1644 -0.1321 0.13
O -0.1958 -0.1113 0.1913
O -0.18 0.0184 0.1709
O 0.1127 0.2701 0.2933
O -0.047 -0.0873 0.0969
O 0.2183 -0.0326 0.2537
O -0.0045 -0.0276 -0.0201
O 0.1369 0.028 0.0565
Si -0.0617 0.1112 0.0955
Si 0.0238 0.0098 0.009
Si -0.0349 0.1301 0.2696
Si -0.0123 0.0443 0.0854
Si -0.0756 0.0541 0.0048
Si 0.0338 0.0492 0.0072
Si 0.0992 0.0576 -0.1036
Si -0.1227 0.153 0.2501
Si -0.0349 0.0218 0.0323
Si 0.0315 -0.0759 -0.0831
Si 0.0277 0.0254 -0.347
Si -0.0686 -0.0243 0.2341
Si 0.3504 -0.1314 -0.0961
Si 0.0193 -0.0699 -0.0003
Si -0.0886 -0.1708 -0.3433
Si 0.0249 -0.0511 0.042
Si -0.0328 0.0633 0.0736
Si 0.0129 -0.244 -0.0676
Si 0.0069 0.0101 -0.0393
Si -0.0895 0.2269 0.0028
Si -0.0415 -0.0854 0.0041
Si -0.0385 0.1216 -0.1659
Si 0.1666 0.0869 -0.0593
Si 0.0778 -0.1053 0.0288
Si -0.0644 0.0473 -0.0636
Si 0.0558 0.0322 -0.1126
Si 0.1268 -0.0726 -0.3338
Si -0.023 -0.0606 -0.0367
Si -0.038 0.1254 0.2864
Si -0.0804 0.018 0.2975
Si -0.0352 0.0628 -0.1411
Si -0.043 -0.1541 0.1429
Si 0.013 -0.2625 -0.2218
Si -0.0739 0.0484 0.4066
Si -0.0143 -0.1113 0.2618
Si 0.1211 -0.0219 -0.0585
Si 0.0051 -0.1033 0.2543
Si 0.0663 -0.0905 -0.024
O 0.0379 -0.0558 0.0244
O -0.0719 0.1102 0.1305
O -0.0353 0.0763 0.0127
O -0.0612 0.0485 -0.0424
O 0.0506 -0.0652 0.0398
O -0.0461 -0.0367 0.025
O -0.0084 0.1471 0.0765
O 0.0015 0.0234 0.0098
O -0.1224 -0.1869 0.2646
O -0.0435 0.0224 -0.0427
O -0.1428 0.0376 0.1237
O -0.0291 -0.0327 0.0899
O -0.0484 0.1068 -0.0666
O -0.0038 -0.0023 0.0651
O 0.0083 -0.0109 0.015
O -0.0319 0.0045 0.1506
O -0.0124 -0.0409 -0.0685
O 0.0115 0.0821 0.0392
O 0.0761 -0.1454 0.1974
O 0.0492 -0.038 0.0258
O -0.0226 -0.0159 -0.0077
O -0.0443 0.0178 -0.0193
O 0.0304 0.0018 0.0124
O 0.0322 0.0426 -0.1229
O -0.0682 -0.122 -0.1086
O 0.01 -0.013 0.0184
O 0.0173 0.1496 0.0556
O -0.0519 0.0098 -0.2734
O -0.0196 -0.0861 0.0525
O 0.0491 -0.1384 -0.0839
O 0.0417 -0.0052 0.0394
O 0.0483 -0.0661 0.2066
O -0.016 0.0069 -0.0161
O 0.0254 0.0161 0.0222
O 0.0251 -0.0565 -0.1208
O -0.0167 -0.0097 -0.0273
O -0.0586 0.026 -0.1316
O 0.0559 -0.0056 -0.0228
O -0.0043 0.0266 0.0099
O -0.03 0.0123 0.044
O -0.018 -0.0387 0.0332
O 0.0009 -0.0257 -0.035
O 0.0376 0.0039 -0.0665
O 0.0007 0.0203 -0.1647
O -0.0273 -0.0457 0.0086
O -0.0192 -0.0125 -0.0212
O -0.0873 0.0224 0.0979
O 0.0363 -0.0075 -0.0373
O -0.0524 0.0991 0.024
O 0.0079 -0.012 -0.0046
O 0.0117 -0.0106 -0.0608
O 0.052 0.0276 -0.2402
O -0.0074 -0.0209 0.0141
O 0.034 -0.013 -0.1158
O 0.0031 0.0242 -0.0054
O 0.0306 0.067 0.0369
O -0.0041 0.0143 0.062
O 0.0021 -0.0588 -0.1533
O -0.021 0.0632 0.0202
O 0.1969 -0.0713 -0.264
O 0.0459 -0.004 -0.0495
O 0.0165 0.0182 -0.0597
O -0.0606 0.0284 -0.0743
O 0.0037 -0.0121 0.004
O -0.0003 0.023 0.0359
O -0.0619 0.0013 -0.1032
O -0.0049 0.1321 0.0887
O 0.0611 0.0604 -0.2236
O 0.1231 -0.0031 0.1254
O -0.0882 0.0062 -0.4421
O -0.2593 0.1554 0.0621
O -0.0709 -0.0902 0.1665

The program warned: the cutoff lies below the one the program advises for these potential files; the forces do not sum to zero within the program's tolerance; the exchange-correlation potential is rough where the density is thin.
